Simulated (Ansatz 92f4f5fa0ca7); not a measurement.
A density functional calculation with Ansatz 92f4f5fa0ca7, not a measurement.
Periodic cell of 225 atoms, Si133O90H2, from a study of silicon, its oxide and their interface. The atomic structure is a simulated model.
Doubt: the cutoff is far below the 930 eV that the study's wrapper takes by default for these files, so forces and energies are approximate.
This geometry differs little from another in the collection (a relaxation step or a small displacement).

Settings
functional: PBE
potential files: Ansatz PAW
basis: plane waves
wave-function cutoff: 580 eV
density cutoff ratio: 5
exchange-correlation grid ratio: 1
k mesh: 1 x 1 x 1, Gamma-centred
self-consistency stop: 5e-08 eV per atom in the density residual
occupations: fixed
spin: none
net charge: 0

Cell vectors (angstrom)
a 10.938 0 0
b 0 10.938 0
c 0 0 33.3053

Atoms and the computed forces on them: element, x, y, z (angstrom), force x, y, z (eV/angstrom)
Si 0.4437 -0.3497 25.9588 -0.0013 0.0033 -0.0007
Si 5.3326 0.3143 25.7825 0.0014 0.0003 0.0007
Si 2.9504 2.4052 25.7735 -0.0011 0.0021 0.0049
Si 7.9515 3.0268 26.0522 -0.0003 0.0013 0.0026
Si -0.2754 5.6217 25.7455 0.001 -0.0004 0.0008
Si 5.8508 5.3204 25.8506 0.0007 -0.0004 0.0046
Si 2.6181 8.3141 25.7097 0.0004 0.0008 -0.0005
Si 8.571 8.008 25.779 -0.0011 0.0022 0.0038
Si 1.5042 1.2899 27.2522 0.0004 -0.0013 -0.0005
Si 6.7902 1.4078 27.2631 0 0.0013 0.0005
Si 4.1143 4.1194 27.0046 0.0003 -0.002 -0.0007
Si 9.596 4.1486 27.2496 -0.0001 -0.0012 0.0009
Si 1.3822 6.7813 27.0426 -0.0001 -0.0002 0.0007
Si 6.9743 6.8738 27.1717 0.0019 -0.0007 -0.0008
Si 4.1897 9.5407 27.0271 0.0004 0.0005 0.0011
Si 9.6785 9.5263 27.1863 -0.0001 -0.0004 -0.0014
Si 2.8438 -0.0936 28.5518 -0.0006 0.0008 -0.0008
Si 8.229 -0.0206 28.5042 -0.0004 -0.0003 -0.0003
Si 0.0433 2.6974 28.5168 0 -0.0004 -0.001
Si 5.4073 2.787 28.5412 -0.0004 -0.0003 -0.0016
Si 2.7467 5.4428 28.4512 -0.0001 -0.0009 -0.0002
Si 8.2297 5.4842 28.5923 -0.0009 0.0006 -0.0009
Si 0.059 8.1353 28.5309 -0.0005 -0.0004 -0.0004
Si 5.5078 8.1955 28.4795 -0.0007 -0.0009 -0.0002
Si 4.1018 1.3673 29.887 0.08 -0.0269 0.2963
Si 9.5708 1.3673 29.887 0.0529 -0.0702 -0.1056
Si 1.3673 4.1018 29.887 0.1852 -0.0187 -0.1962
Si 6.8362 4.1018 29.887 -0.1934 0.0918 0.2063
Si 4.1018 6.8362 29.887 0.016 -0.0552 -0.4895
Si 9.5708 6.8362 29.887 0.3227 0.0974 0.5234
Si 1.3673 9.5708 29.887 0.2472 -0.3161 0.0879
Si 6.8362 9.5708 29.887 0.0703 -0.0241 -0.132
Si 0 0 31.2543 0.0002 0.0259 -0.0365
Si 5.469 0 31.2543 0.0646 0.1778 -0.0042
Si 2.7345 2.7345 31.2543 -0.0544 -0.0792 -0.0078
Si 8.2035 2.7345 31.2543 -0.0556 0.0115 -0.0265
Si 0 5.469 31.2543 -0.0706 0.0852 0.0031
Si 5.469 5.469 31.2543 0.0661 -0.0179 0.0025
Si 2.7345 8.2035 31.2543 -0.0929 0.0666 0.0163
Si 8.2035 8.2035 31.2543 0.0687 0.0346 -0.0079
Si 1.3673 1.3673 32.6215 -0.0062 0.0319 -0.0023
Si 6.8362 1.3673 32.6215 0.031 -0.0845 -0.007
Si 4.1018 4.1018 32.6215 0.0037 0.0003 -0.0193
Si 9.5708 4.1018 32.6215 0.0652 -0.0233 -0.034
Si 1.3673 6.8362 32.6215 0.0597 -0.0807 -0.0143
Si 6.8362 6.8362 32.6215 -0.0201 0.0196 -0.0072
Si 4.1018 9.5708 32.6215 0.0407 -0.0552 -0.0377
Si 9.5708 9.5708 32.6215 -0.0314 -0.0141 -0.0127
Si 2.7345 0 0.6835 -0.0164 0.0066 0.0067
Si 8.2035 0 0.6835 0.0103 0.0733 0.0494
Si 0 2.7345 0.6835 -0.0967 0.0228 0.0107
Si 5.469 2.7345 0.6835 0.0167 0.0109 0.0136
Si 2.7345 5.469 0.6835 -0.0339 0.0254 0.0399
Si 8.2035 5.469 0.6835 -0.0027 -0.0151 0.008
Si 0 8.2035 0.6835 -0.0025 0.0019 0.0087
Si 5.469 8.2035 0.6835 -0.0307 0.0813 0.0043
Si 4.1018 1.3673 2.0507 -0.0154 -0.0268 0.0391
Si 9.5708 1.3673 2.0507 0.0941 -0.0139 -0.0162
Si 1.3673 4.1018 2.0507 -0.0446 -0.1201 -0.0182
Si 6.8362 4.1018 2.0507 0.0125 0.0103 0.0384
Si 4.1018 6.8362 2.0507 0.0879 -0.0251 -0.0185
Si 9.5708 6.8362 2.0507 -0.016 0.0093 0.0314
Si 1.3673 9.5708 2.0507 0.0002 0.0223 0.0396
Si 6.8362 9.5708 2.0507 -0.0617 -0.1636 -0.0288
Si 0 0 3.418 0.0565 0.3628 -0.355
Si 5.469 0 3.418 -0.2221 -0.1623 0.147
Si 2.7345 2.7345 3.418 -0.2886 -0.0075 -0.0069
Si 8.2035 2.7345 3.418 0.0511 0.0844 0.14
Si 0 5.469 3.418 0.0263 -0.0725 0.1694
Si 5.469 5.469 3.418 -0.0641 0.249 -0.1953
Si 2.7345 8.2035 3.418 0.0781 0.0415 0.2419
Si 8.2035 8.2035 3.418 -0.3774 -0.1439 -0.3413
Si 1.3381 1.3712 4.8109 0.0006 -0.0018 0.0002
Si 6.7929 1.3907 4.7696 0.001 -0.0001 -0.0004
Si 4.0389 4.1701 4.746 0.0009 -0.0003 -0.0006
Si 9.5611 4.1148 4.8191 0.0008 -0.0008 0.0002
Si 1.3594 6.8444 4.8003 -0.0004 -0.0001 0.0003
Si 6.8095 6.8451 4.7961 0.0015 -0.0001 0.0004
Si 4.0775 9.5763 4.85 0.0007 0.0003 -0.0004
Si 9.5052 9.6302 4.6858 0.0004 0.0002 0.0005
Si 2.6312 -0.0488 6.2349 -0.0002 0.0003 0.0005
Si 8.1543 0.0045 6.0985 0.0004 0.0005 -0.0006
Si -0.0271 2.7521 6.2212 -0.0014 0.0011 -0.0021
Si 5.3408 2.7354 6.0489 -0.0001 -0.0005 0.0018
Si 2.7292 5.5097 6.2328 -0.0007 0.0007 -0.0006
Si 8.1299 5.433 6.1781 -0.0008 0 -0.0007
Si -0.129 8.2319 5.9914 -0.0005 0.0003 0.0009
Si 5.4557 8.2012 6.2365 -0.0017 0 -0.0023
Si 3.7813 1.6295 7.4209 0.0006 -0.0027 -0.0004
Si 9.691 1.1283 7.4554 -0.0009 -0.001 -0.0001
Si 1.5953 3.8998 7.5363 -0.0015 0.001 0.0004
Si 6.5125 4.2099 7.4227 -0.0006 0.0011 -0.0004
Si 4.3876 6.5666 7.5986 0.0013 0.0001 0.0044
Si 9.2633 7.1305 7.355 0.0025 -0.0012 -0.0034
Si 0.8957 9.7436 7.4339 0.0013 -0.0009 -0.0006
Si 7.0749 9.3879 7.5004 -0.0011 0.0023 0.0001
O 9.602 6.8086 25.2454 0.0004 -0.0007 -0.0019
O 4.1392 1.354 25.251 -0.0009 0.0009 -0.004
O 8.1895 8.2454 7.9689 0.0005 -0.0019 0.0016
O 2.704 2.7553 7.9999 0.0018 0.0004 -0.0004
O 6.8975 4.12 25.3769 -0.0005 0.001 -0.0027
O 1.4959 9.4747 25.3013 -0.0001 0.0008 -0.0008
O 5.4839 5.3846 7.9377 -0.0018 0.0008 -0.0024
O -0.1204 0.0158 7.9061 -0.0002 0.0006 0.001
O 6.9612 3.3807 8.7807 0.0001 -0.0004 -0.001
O 6.5488 10.1512 8.8775 -0.0013 0.0013 0
O 10.1501 6.5656 8.6162 0.0004 -0.0001 0.001
O 1.1255 8.8478 8.7974 0.0001 -0.0003 0.0008
O 4.6044 1.0587 8.7153 0.0004 0.0004 -0.0003
O 1.032 4.6219 8.9267 0.0004 -0.0008 -0.0007
O 8.9305 1.566 8.8592 -0.0007 0.0003 -0.0007
O 3.9638 7.0472 9.1174 0.0011 0.0006 0.0001
O 8.0381 8.8403 24.4493 -0.0009 0.0011 -0.0015
O 8.7203 2.2797 24.8304 0.0001 0.0001 -0.0011
O 5.5073 6.2542 24.5205 0 0.0005 -0.0016
O 2.0045 2.8096 24.4746 -0.0017 0.0011 -0.0033
O 10.7619 0.4294 24.6708 -0.0003 0.0003 0.001
O 0.199 4.7692 24.4014 0.0011 -0.0014 -0.0018
O 7.2471 11.887 20.6837 0.0015 0.0022 -0.0007
O 6.2314 10.7856 24.474 0.0012 -0.0013 -0.0005
Si 9.676 1.3562 23.9237 0.0025 -0.002 -0.0026
Si 4.5846 6.449 20.559 -0.0005 -0.0013 0.0036
Si 1.0513 8.9096 10.4245 0.0001 -0.0005 0.0021
Si 17.2807 5.2693 15.8732 0.0009 0.0003 -0.001
Si 7.3474 2.1557 19.5781 0.002 -0.0016 -0.0012
Si 19.2942 14.3387 12.606 0.003 -0.002 0.0006
Si 11.0348 4.9968 16.8302 0.006 -0.0102 -0.0066
Si 9.2702 -0.6325 16.4776 0.0032 0.0047 -0.0043
Si 15.4371 10.5113 19.0102 0.0013 0.0027 -0.0015
Si 12.7163 3.039 18.2708 0 -0.0019 -0.0013
Si 8.3536 2.9468 9.5056 0.0019 0.001 0.0025
Si 2.9514 8.0002 18.4648 -0.0022 0.0042 0.0081
Si 11.573 1.1141 16.256 -0.0006 -0.0032 -0.0017
Si 0.4242 13.6676 13.5092 0.0005 -0.005 0.0034
Si 4.3113 2.5087 19.9965 -0.0019 0.0009 -0.001
Si 6.1287 2.4575 14.4502 0.0005 -0.0041 0.001
Si 7.1132 5.9086 18.8218 -0.0002 -0.0039 -0.0002
Si 5.2178 10.7841 9.5926 0.0001 -0.0023 0.0021
Si 15.1778 6.5623 23.5443 -0.0008 -0.0009 0.0022
Si 17.9187 10.2633 20.6853 0.0015 -0.0001 -0.0001
Si 3.0763 4.3276 21.9369 -0.002 -0.001 0.0018
Si 11.4962 9.6067 14.7991 0.0017 -0.0246 0.0079
Si 6.5936 11.5841 16.977 0.003 -0.0017 -0.0006
Si 5.2641 8.3028 13.1143 -0.003 -0.0002 0.0028
Si 10.5302 5.2166 9.4303 -0.0011 -0.0022 0.0017
Si 3.7097 6.9781 15.4849 -0.0026 -0.0094 -0.0111
Si 7.482 10.1443 23.6318 0.0027 0.0004 -0.0017
Si -2.1901 8.4685 18.8694 0.0012 0.0053 -0.0029
Si -0.3945 6.8149 12.0517 0.0043 0 0.0047
Si 1.6007 11.0392 12.2812 -0.0008 -0.0039 0.0054
Si 11.0332 6.695 19.068 0.0053 0.0077 0.0053
Si 3.8405 8.1215 10.3294 -0.0001 0.0012 0.0022
Si 0.8164 3.4947 23.5672 -0.0017 -0.0017 -0.0009
Si 10.1019 3.7693 19.1487 -0.0007 -0.0044 -0.0016
Si 4.835 11.2937 12.55 -0.0006 -0.0016 0.0009
Si 7.8084 6.3142 13.4961 0.0043 0.0019 -0.0001
Si 1.3218 5.4135 14.1406 0.0076 0.01 -0.0005
O 9.9312 7.7075 19.6952 0.0028 -0.0036 -0.0014
O 5.0981 1.7393 13.3914 0.002 0.001 -0.0012
O 11.446 2.8252 19.3146 -0.0007 0.0021 -0.0007
O 7.4028 12.4752 18.0765 0.0001 0.0026 0.0018
O 4.1303 7.9915 14.2658 -0.0008 0.0027 -0.0022
O 4.0542 0.9146 19.8182 0.0017 -0.0017 0.0016
O 2.3419 8.062 10.9463 0.0021 -0.0002 -0.0038
O -1.0593 4.0299 17.5121 0.0022 0.0064 -0.0015
O 7.7107 4.916 12.6227 -0.0001 0.0003 -0.0014
O 9.4695 -1.8306 17.559 -0.0007 -0.0023 -0.0014
O 5.8027 14.9008 15.0244 0.0013 -0.0005 -0.0009
O 5.478 9.9327 13.2226 0.0014 -0.0018 -0.0016
O 10.7186 8.182 11.1603 -0.001 -0.0019 -0.0011
O 17.672 5.0589 17.4578 -0.0013 0.0004 0.0001
O 1.3617 10.6839 15.7392 0.0012 0.0056 0.0014
O 6.0594 12.4864 15.7727 -0.0014 0.0033 -0.0046
O 1.5714 7.4191 19.157 -0.0034 -0.0024 0.0006
O 19.6775 3.0532 19.7744 -0.0002 0.0022 -0.0004
O 7.5234 18.3997 18.446 0 0.0003 -0.0006
O 12.6607 1.7565 17.2714 0.0005 0.001 0.004
O 3.2165 11.129 12.4245 0.0009 0.0003 -0.0023
O 3.2337 7.6165 24.3135 0.0004 -0.0007 -0.0011
O 19.1483 9.6476 19.8296 0.0013 -0.0012 -0.0016
O 9.4188 4.0967 9.1047 0.0001 -0.0008 -0.003
O 11.93 9.8942 13.2746 0.0014 -0.0022 0.0057
O 3.9046 2.9699 21.5235 0.0011 0.0003 0.0013
O 4.7134 7.1274 22.0659 0.0026 0 -0.0017
O 1.1661 10.4967 10.8072 0.0007 -0.0005 -0.0004
O 5.0981 6.2955 15.9504 0.0036 0.0005 -0.0011
O 18.6093 10.5425 16.3465 -0.0007 -0.0008 0.0025
O -2.7897 2.7889 11.1064 0.0002 0.0004 -0.0002
O 6.6401 7.4384 13.2947 0.0016 -0.0004 -0.001
O 5.8872 2.9315 19.7187 0.0002 0.0009 0.0015
O 11.0341 5.1647 15.2279 -0.0028 -0.0007 0.0039
O 16.2258 10.8489 17.6153 -0.002 0.0013 0.0022
O 10.138 11.6288 16.9515 -0.0017 0.0003 0.0024
O 0.298 2.1327 15.026 -0.0003 0.0036 -0.0007
O 3.5686 5.0773 23.311 -0.0002 -0.0012 -0.0002
O 14.011 -3.2916 16.8641 0.0005 0.0072 0.0002
O 11.8806 8.0826 15.1893 0.1795 -0.0045 0.1939
O 5.532 11.403 11.0678 -0.0004 0 0.001
O 4.1012 -1.3367 9.6892 0.0012 -0.0019 -0.0007
O 8.6517 11.2314 23.2254 -0.0005 -0.0011 0.0007
O 4.8223 7.8598 11.5976 0.0019 0.0001 -0.0015
O 10.5941 2.4287 23.0812 0.0006 0.0003 0.0007
O 3.3605 5.3666 20.7065 0.0023 0.0011 0
O 7.6599 5.8804 15.0845 0 -0.0017 0.0002
O -0.4786 5.5495 11.0141 -0.001 0.0001 -0.0005
O 9.8802 9.8489 15.0263 -0.0025 0.0041 0.0031
O 0.9186 12.4918 12.5032 0 -0.0004 0.0023
O 6.9242 9.6571 22.188 0.0005 -0.0005 -0.0015
O 1.5332 3.9311 13.4685 -0.0002 -0.0014 0
O 4.1809 7.3926 19.318 0.0007 0.0027 0
O 2.6938 5.8531 14.8872 0.0019 -0.0008 -0.0008
O 9.9324 14.2706 13.0072 -0.0001 0.0002 -0.0011
O 3.1669 9.6196 18.6758 -0.0005 -0.0003 0
O 9.2259 6.9744 13.0168 -0.0022 -0.0027 -0.0008
O 16.9464 5.8389 20.0431 0.0008 0 -0.0004
O 0.8824 6.4799 13.0015 -0.0007 -0.0028 -0.0036
O 10.8277 6.5043 17.4433 0.0041 0.0061 -0.0051
O 16.5136 9.7902 20.0034 -0.0009 0.0009 -0.0008
O 1.4984 4.0043 22.1684 0.0032 0.0015 -0.002
O 10.6727 5.2281 19.7595 0.0046 0.0046 -0.0043
O 23.4129 4.4078 17.3859 -0.002 -0.0004 -0.0004
O 14.194 3.1866 18.9318 0.0011 -0.0003 0.0024
O 7.5824 2.4802 13.7106 0.0003 -0.0002 -0.0007
H 8.2923 5.3056 19.4247 -0.003 0.0014 -0.0026
H 11.8787 7.8694 16.1428 -0.2379 -0.008 -0.1999

Results
free energy: -135767.554 eV
free energy less fixed offsets of H -15.97, O -568.88, Si -635.61 eV per atom: -0.284 eV

The program warned: the cutoff lies below the one the program advises for these potential files; the forces do not sum to zero within the program's tolerance; the exchange-correlation potential is rough where the density is thin.
